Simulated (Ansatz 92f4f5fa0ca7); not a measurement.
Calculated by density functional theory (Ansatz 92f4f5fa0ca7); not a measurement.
Periodic cell of 226 atoms, Si133O92B1, from a study of silicon, its oxide and their interface. The atomic structure is a simulated model.
Doubt: the cutoff is low for norm-conserving oxygen, so forces and energies are approximate.
Doubt: the program's own warning below bears on the result.

Settings: functional HSE06; potential files SPMS norm-conserving; basis plane waves; wave-function cutoff 800 eV; density cutoff ratio 4; exchange-correlation grid ratio 1; k mesh 1 x 1 x 1, Gamma-centred; occupations fixed; spin none; net charge -1 e, with a uniform compensating background and no finite-size correction.

Cell vectors (angstrom)
a	10.938	0	0
b	0	10.938	0
c	0	0	31.9494

Atoms: element, x, y, z (angstrom)
Si	10.6224	-0.0093	24.4198
Si	5.0726	0.1457	24.615
Si	2.7913	2.2972	24.5154
Si	8.5577	2.4282	24.5282
Si	10.6695	5.6013	24.3013
Si	5.1614	5.567	24.3687
Si	3.0012	7.935	24.3659
Si	8.4038	7.8907	24.3526
Si	1.2861	1.1252	25.8409
Si	6.8048	1.3364	25.7143
Si	3.9748	4.0118	25.7052
Si	9.6705	4.0237	25.8273
Si	1.329	6.7939	25.632
Si	6.7961	6.725	25.6683
Si	4.0075	9.4686	25.9113
Si	9.47	9.4415	25.8024
Si	2.6414	-0.1454	27.2692
Si	8.1249	-0.0575	27.1281
Si	0.0688	2.6613	27.1938
Si	5.4446	2.7258	27.0877
Si	2.6575	5.4193	27.0797
Si	8.1771	5.3849	27.0898
Si	0.0114	8.1519	27.1104
Si	5.5115	8.1326	27.1322
Si	4.0876	1.3242	28.4755
Si	9.5348	1.3228	28.4897
Si	1.3869	4.0685	28.5455
Si	6.8004	4.0742	28.4941
Si	4.0765	6.7819	28.4578
Si	9.5537	6.7783	28.4558
Si	1.29	9.4784	28.6119
Si	6.817	9.528	28.5346
Si	-0.0472	-0.0167	29.9135
Si	5.4493	-0.0192	29.8777
Si	2.7704	2.7122	29.8812
Si	8.1783	2.7146	29.8551
Si	-0.0215	5.4399	29.8716
Si	5.45	5.4544	29.8663
Si	2.736	8.143	29.8933
Si	8.222	8.1739	29.8594
Si	1.3661	1.3758	31.2383
Si	6.8208	1.3679	31.241
Si	4.1135	4.0869	31.2605
Si	9.5437	4.0859	31.2397
Si	1.3525	6.8085	31.2574
Si	6.8264	6.8449	31.2278
Si	4.0839	9.5607	31.2499
Si	9.5481	9.546	31.2739
Si	2.7374	0.0208	0.6681
Si	8.1985	0.0191	0.66
Si	0.008	2.7553	0.6669
Si	5.4849	2.7488	0.6936
Si	2.7374	5.4622	0.6677
Si	8.2044	5.4968	0.6552
Si	0.016	8.2139	0.6938
Si	5.4808	8.2284	0.674
Si	4.1024	1.3901	2.059
Si	9.6006	1.3646	2.0247
Si	1.3558	4.146	2.0528
Si	6.8433	4.1591	2.0383
Si	4.0949	6.8578	2.0239
Si	9.5771	6.8505	2.0574
Si	1.3739	9.6218	2.0541
Si	6.8346	9.6337	2.0422
Si	0.0281	0.0462	3.4648
Si	5.4837	0.0492	3.4513
Si	2.7175	2.7775	3.4014
Si	8.2598	2.7902	3.3329
Si	0.0275	5.5256	3.4698
Si	5.4725	5.5369	3.4181
Si	2.7445	8.2481	3.3905
Si	8.2416	8.2965	3.3796
Si	1.3784	1.4607	4.8432
Si	6.9133	1.4875	4.7226
Si	4.0641	4.1638	4.7537
Si	9.6016	4.0886	4.777
Si	1.3707	6.9833	4.8363
Si	6.8385	6.999	4.725
Si	4.0987	9.5808	4.7907
Si	9.6233	9.5877	4.8356
Si	2.7619	0.0426	6.1407
Si	8.299	0.1326	6.0881
Si	0.021	2.8085	6.3024
Si	5.5188	2.8496	6.0683
Si	2.7585	5.6035	6.1366
Si	8.2561	5.6095	5.9515
Si	0.0536	8.3173	6.3674
Si	5.5049	8.312	6.2264
Si	4.4292	1.1931	7.3259
Si	9.8161	1.1618	7.6206
Si	1.1819	4.5131	7.5007
Si	6.6479	4.5552	7.2466
Si	4.3266	6.7162	7.5456
Si	9.7325	6.6254	7.4962
Si	1.2856	9.9484	7.7072
Si	6.7298	9.9776	7.4133
O	9.5965	1.234	23.9946
O	4.0993	6.7696	23.8984
O	3.9794	1.2482	24.0163
O	9.5253	6.742	23.8662
O	-0.0236	5.5553	8.0111
O	5.5783	0.1385	7.911
O	0.0763	0.1	8.1475
O	5.5394	5.6238	7.882
O	7.6146	3.9757	8.4315
O	8.7327	7.0647	8.7568
O	2.1804	9.4597	9.0481
O	8.8988	1.6931	8.9203
O	7.6348	9.4894	8.7094
O	3.6123	1.8338	8.5961
O	3.5845	7.2303	8.9522
O	2.0675	4.017	8.8126
O	8.1392	3.5103	23.3694
O	0.3937	4.9255	22.9298
O	1.8287	2.741	23.2627
O	5.8005	4.8001	23.0668
O	5.5492	10.0108	23.4866
O	2.4546	8.6864	22.9962
O	0.1942	10.0367	23.1085
O	7.8365	8.7171	23.045
Si	8.6771	7.6911	18.4408
Si	8.7947	6.3448	13.6618
Si	3.8	1.5383	14.7491
Si	2.159	5.7307	17.6538
Si	2.4241	3.1074	19.5242
Si	9.8249	9.0193	12.104
Si	1.3243	9.4175	22.0684
Si	9.1845	0.9556	13.2189
Si	1.4189	5.0453	13.0602
Si	1.8078	8.25	12.8521
Si	6.7074	9.7325	22.3642
Si	4.5361	4.5943	15.718
Si	8.2163	3.0331	9.5898
Si	0.8501	8.2457	19.2588
B	6.9686	1.3667	21.0919
Si	8.2376	8.3266	9.683
Si	10.8854	5.1779	15.6512
Si	7.575	9.4937	16.335
Si	9.7793	2.0098	20.3437
Si	3.218	8.5147	9.935
Si	6.673	3.3371	17.446
Si	1.1202	0.2222	19.8063
Si	3.2386	2.8097	12.3121
Si	7.2349	5.4048	19.7161
Si	5.7556	8.676	11.5593
Si	5.7921	6.074	13.2165
Si	4.6652	9.7326	17.6841
Si	0.9375	3.5636	22.1659
Si	4.9899	1.4727	18.9766
Si	3.199	3.0922	9.5253
Si	6.4601	10.8165	13.8128
Si	10.3574	0.1214	15.9949
Si	5.6636	3.6679	11.1612
Si	9.8449	3.892	11.9266
Si	2.3584	9.9303	15.5886
Si	6.1246	8.1583	19.825
Si	6.9271	3.8469	22.309
Si	9.7215	2.7638	17.4182
O	7.2021	6.3779	13.9874
O	1.9017	7.0561	18.683
O	10.274	4.0215	16.5689
O	6.1818	9.9761	17.0576
O	10.1663	0.7026	14.4811
O	8.4664	6.1183	18.8755
O	5.1782	0.6869	14.4412
O	5.677	2.0746	17.6087
O	8.2152	1.9198	20.5525
O	2.0462	4.2826	18.4241
O	6.9632	2.8133	10.6346
O	4.8748	2.713	12.2185
O	6.0367	4.3554	16.3254
O	4.5645	3.9325	9.9426
O	10.6088	2.7259	21.5836
O	9.7306	6.1447	14.9932
O	6.0586	6.5255	19.9164
O	4.1527	0.1667	18.4036
O	9.2666	10.5405	12.2951
O	2.848	4.3466	12.7291
O	1.8748	10.7137	21.2139
O	3.9965	2.6839	19.5141
O	0.7404	10.0482	15.981
O	1.2636	9.8081	18.8428
O	1.6938	1.6521	19.2518
O	8.9505	10.3797	16.4939
O	4.9206	8.5526	18.7857
O	9.5837	8.7494	10.5054
O	6.7128	4.1558	18.8397
O	2.8569	1.6964	13.4046
O	5.8808	8.8634	21.2528
O	2.5475	2.4548	10.8809
O	7.6345	4.8172	21.1778
O	5.2219	7.4813	12.5635
O	0.4427	9.0571	12.5227
O	7.5916	1.0535	13.5887
O	7.1166	9.6264	14.7535
O	8.9751	5.0137	12.7242
O	8.1012	8.0257	16.9073
O	6.2758	2.4484	21.8616
O	2.4687	9.0601	14.1465
O	0.4247	4.4918	11.8847
O	0.8117	8.3065	20.9311
O	9.3913	3.8372	10.3659
O	9.6637	2.3712	12.5325
O	7.6651	8.5817	19.3825
O	2.5594	8.1738	11.3913
O	3.9675	3.0639	15.3601
O	0.8199	4.4715	14.4608
O	9.997	2.9692	19.0047
O	9.1591	7.7835	12.9576
O	10.4693	0.5245	20.0849
O	6.0378	5.051	11.9393
O	8.1299	2.7325	17.0307
O	3.5478	5.481	16.7277
O	4.6711	9.1354	10.3987
O	1.5453	6.667	13.204
O	4.7627	5.4903	14.347
O	1.9724	3.8253	20.9284
O	10.5379	1.4138	16.9672
O	0.9606	6.0397	16.5785
O	7.3388	11.1317	21.9257
O	6.0563	0.9333	20.032
O	6.0768	10.0339	12.416
O	2.8481	0.5572	15.6186
O	7.0571	8.0243	10.7789
O	10.2689	7.9997	18.6588
O	3.4649	9.2374	16.6256

Results
free energy: -56351.591 eV
free energy less fixed offsets of B -77.42, O -447.96, Si -113.29 eV per atom: 5.719 eV
gap between the highest filled and lowest empty level on this k mesh: 1.064 eV

The program warned: the cutoff lies below the one the program advises for these potential files; the model core charge is not resolved on the grid; the forces do not sum to zero within the program's tolerance; the exchange-correlation potential is rough where the density is thin.
